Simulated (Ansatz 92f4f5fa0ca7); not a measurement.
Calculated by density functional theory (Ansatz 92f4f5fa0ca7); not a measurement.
Periodic cell of 223 atoms, Si132O90B1, from a study of silicon, its oxide and their interface. The atomic structure is a simulated model.
Doubt: the cutoff is far below the 930 eV that the study's wrapper takes by default for these files, so forces and energies are approximate.
This geometry differs little from another in the collection (a relaxation step or a small displacement).

Settings: functional PBE; potential files Ansatz PAW; basis plane waves; wave-function cutoff 580 eV; density cutoff ratio 5; exchange-correlation grid ratio 1; k mesh 1 x 1 x 1, Gamma-centred; self-consistency stop 5e-08 eV per atom in the density residual; occupations fixed; spin none; net charge -1 e, with a uniform compensating background and no finite-size correction.

Cell vectors (angstrom)
a	10.938	0	0
b	0	10.938	0
c	0	0	32.1988

Atoms and the computed forces on them: element, x, y, z (angstrom), force x, y, z (eV/angstrom)
Si	10.5845	0.225	24.8795	-0.0012	0.0029	-0.0016
Si	5.7384	10.6762	24.7523	-0.0001	-0.0016	0.0002
Si	2.482	2.9152	24.6563	-0.0021	0.0015	-0.0011
Si	8.4255	2.4652	24.8407	0.0009	-0.001	0.0022
Si	0.2782	5.1647	24.7685	0.0004	-0.001	0.0005
Si	5.1482	5.7484	24.7069	-0.0002	0.0015	-0.001
Si	2.9306	8.0059	24.6106	0.0017	-0.0003	-0.0026
Si	7.9375	8.4335	24.7497	-0.0019	0.0002	-0.0006
Si	1.3291	1.3821	26.0496	0	-0.0002	0.0028
Si	6.8432	1.3089	26.1322	0.0018	-0.0001	0.0022
Si	4.0436	4.1043	26.0114	0.0017	-0.001	0.0016
Si	9.6082	4.0598	26.0984	0.0005	-0.0004	0.0018
Si	1.3965	6.8259	26.0163	-0.0007	0.0006	0.0012
Si	6.7633	6.8514	26.0413	0.0006	-0.001	0.0017
Si	4.1015	9.5336	26.0092	-0.0006	0.0006	0.0009
Si	9.465	9.5673	26.1635	-0.0001	0.0004	0.0039
Si	2.728	-0.0085	27.3605	0.0001	0.0005	0.001
Si	8.1572	-0.0209	27.5769	0.0003	0.0011	-0.0043
Si	0.01	2.7172	27.5064	-0.001	-0.0011	-0.004
Si	5.4422	2.7395	27.3898	-0.0001	-0.0005	0.001
Si	2.7246	5.4675	27.4547	-0.0013	-0.0001	-0.0008
Si	8.1828	5.469	27.3701	0.0002	0.0003	0.0008
Si	-0.0067	8.1795	27.3944	-0.0002	0	0.0011
Si	5.4359	8.1981	27.4677	0.0015	0.001	-0.0017
Si	4.0795	1.3584	28.768	-0.0007	0.0005	0.0006
Si	9.5778	1.3541	28.8674	0.0002	-0.0001	0.001
Si	1.3623	4.1073	28.8416	0.0011	0.0001	0.0021
Si	6.8329	4.1	28.7664	0.0003	0.0006	0.0001
Si	4.0953	6.8204	28.8331	0.0005	-0.001	0.0027
Si	9.5518	6.8192	28.7689	-0.0011	0.0004	0
Si	1.369	9.5651	28.7568	0	-0.0001	-0.0005
Si	6.7829	9.5427	28.8816	0.0001	-0.0019	0.0017
Si	0.024	-0.0244	30.1842	0.0006	-0.0001	0
Si	5.425	0.0035	30.1956	-0.0001	0.0016	-0.0012
Si	2.7394	2.7246	30.1771	0.0014	-0.0012	0
Si	8.1997	2.7488	30.1768	-0.001	-0.0009	-0.0008
Si	-0.03	5.4689	30.1754	-0.0004	0.0015	-0.0017
Si	5.4808	5.4522	30.1769	0.0004	-0.0008	-0.0004
Si	2.7223	8.2159	30.1645	-0.0017	0.0006	-0.0011
Si	8.2024	8.1728	30.1837	0.001	-0.0002	-0.0004
Si	1.3813	1.3535	31.5589	0.0001	0.0011	0.0004
Si	6.8221	1.3792	31.5248	0.0001	-0.0002	0.0003
Si	4.1127	4.0873	31.5469	-0.001	0.0005	0.0005
Si	9.5684	4.0981	31.5719	0.0009	0.0002	0.0008
Si	1.3485	6.8484	31.5143	0.001	-0.0006	-0.0007
Si	6.8468	6.8094	31.5651	0.0001	0.0005	0.0002
Si	4.0789	9.5661	31.5775	0.0012	-0.0002	0.0014
Si	9.5795	9.5501	31.5382	-0.0013	-0.001	-0.0003
Si	2.7442	0.0152	0.7649	-0.0032	-0.0003	-0.0014
Si	8.1999	0.0028	0.6736	0.0015	0.0011	-0.0018
Si	0.0257	2.7318	0.738	-0.0001	-0.0054	-0.0006
Si	5.4822	2.7262	0.729	0.0004	-0.0004	-0.0018
Si	2.7262	5.4904	0.6735	0.0012	-0.0003	-0.0013
Si	8.1967	5.4441	0.7586	0.0003	0.0032	-0.0026
Si	0.0062	8.1935	0.7199	-0.0003	0.0018	-0.0016
Si	5.4663	8.1786	0.7329	0.0012	-0.0005	-0.0006
Si	4.1144	1.4049	2.1321	0.0014	-0.0004	0.0009
Si	9.5647	1.346	2.0648	-0.0011	0.0022	0.0005
Si	1.4323	4.1117	2.0826	0.0005	0.0052	0
Si	6.8127	4.0901	2.1321	0.0032	-0.0003	0.0007
Si	4.116	6.7748	2.0991	0.0012	0.0001	0.0009
Si	9.5796	6.8301	2.0892	-0.0017	-0.0023	0.0008
Si	1.3806	9.5502	2.0946	0.0037	-0.0017	0.0014
Si	6.8357	9.5938	2.0584	-0.0026	-0.0005	0.0003
Si	0.0132	-0.0014	3.4238	-0.0036	-0.0013	-0.0036
Si	5.4999	0.0148	3.4776	0	0.0021	-0.0008
Si	2.9331	2.9393	3.5155	-0.0172	-0.0256	-0.0132
Si	8.1883	2.6809	3.4595	0.0026	-0.0032	0
Si	0.0377	5.468	3.4375	0.0007	0.0007	0.0036
Si	5.3349	5.3094	3.5429	-0.0327	-0.0334	0.0238
Si	2.7747	8.1859	3.4533	-0.0011	0.0053	0.0007
Si	8.1839	8.2123	3.4069	0.0031	-0.0002	0.0014
Si	1.4332	1.4807	4.6278	0.0055	0.0016	0.0039
Si	6.8065	1.3838	4.9226	-0.0036	0.0065	0
B	4.1727	4.0769	4.7435	0.0283	0.0831	-0.0205
Si	9.5726	4.0803	4.7589	-0.0018	0.0013	-0.001
Si	1.4666	6.7719	4.824	0	0.0007	-0.0055
Si	6.7432	6.8462	4.7074	0.0029	0.0026	0.0091
Si	4.1382	9.5736	4.841	-0.0021	-0.0055	-0.0027
Si	9.5664	9.5444	4.8105	-0.0062	0.0004	-0.0013
Si	2.7438	0.1235	6.0257	0.0017	0.0055	-0.0112
Si	8.1876	-0.0517	6.2765	0.0049	-0.0013	0.0002
Si	0.0268	2.706	6.0781	-0.0003	-0.0026	-0.0059
Si	5.3188	2.8829	6.0783	0.005	-0.0217	0.0038
Si	2.9899	5.2915	5.9392	0.0136	-0.0196	0.0002
Si	8.1348	5.4727	6.0024	-0.0001	0.0028	-0.008
Si	0.0453	8.1468	6.1602	-0.0018	-0.0035	-0.0015
Si	5.4974	8.2041	6.2516	-0.0005	-0.003	-0.0043
Si	3.8559	1.614	7.5179	0.0026	0.0047	0.0122
Si	9.8479	1.1383	7.4464	-0.0063	-0.0033	0.0025
Si	1.7148	3.8374	7.2434	0.01	0.008	-0.004
Si	6.5847	4.3982	7.4086	0.0021	0.0054	0.0091
Si	4.339	6.5564	7.4772	0.006	-0.0006	0.0004
Si	9.3505	6.9091	7.3575	-0.0059	0.0045	0.0002
Si	1.1557	9.9226	7.2673	0.0003	-0.0007	0.0114
Si	7.167	9.1958	7.6536	0.0072	-0.008	0.0001
O	8.3369	8.0703	7.9188	0.0038	0	0.0038
O	2.6807	2.6956	7.9529	-0.013	0.0034	-0.0006
O	9.5181	1.3488	24.2766	0.0004	-0.0007	-0.0007
O	4.0451	6.8612	24.1285	-0.0003	0.0003	0.0026
O	0.0296	0.0103	7.9452	0.0004	0.0013	-0.0055
O	5.5202	5.5219	8.0329	-0.0038	0.0058	0.0027
O	6.8512	9.5677	24.2026	0.0005	0	0.0007
O	1.3733	4.0589	24.1727	0.0008	-0.0005	0.0006
O	3.6614	7.2253	8.8683	-0.0054	0.0043	0.0015
O	1.1263	4.6454	8.5356	-0.0068	-0.0171	0.018
O	9.7814	6.019	8.6991	0.0072	0.0038	0.0029
O	2.1766	9.432	8.4664	-0.0017	0	0.0013
O	7.4267	3.8471	8.7297	0.0014	-0.003	0.0026
O	4.3474	0.9631	8.9823	0.0025	-0.0046	0.0065
O	6.7354	9.5239	9.2158	-0.0016	0.0024	0.0053
O	9.2487	1.8698	8.808	-0.0009	-0.0001	0.0034
O	7.7176	3.1527	23.5238	-0.0033	0.0026	-0.0055
O	10.5058	5.8392	23.4492	-0.0022	0.0025	-0.0048
O	5.0937	0.4257	23.4022	-0.0019	0.0029	-0.0046
O	5.8559	5.0868	23.3709	0.0018	-0.0026	-0.004
O	3.1107	2.208	23.2839	0.0028	-0.0019	-0.0035
O	2.2897	8.7197	23.2356	-0.0022	0.0015	-0.0033
O	8.6157	7.7444	23.4064	0.0029	-0.0022	-0.0038
O	0.2273	10.3476	23.5898	0.0028	-0.0039	-0.0039
Si	4.3953	1.5691	22.4814	0.0005	0.0002	0.0078
Si	3.4928	7.9272	14.0176	-0.0001	-0.0004	-0.0059
Si	7.1165	0.9684	14.6374	0	0.0011	-0.0048
Si	0.938	9.3569	22.5352	-0.0002	-0.0002	0.008
Si	1.1687	4.2984	11.8332	0.0029	-0.0006	-0.0047
Si	6.2708	8.9726	15.2946	-0.0002	-0.0004	-0.0026
Si	0.6569	1.3679	12.294	0.0013	-0.0002	-0.0047
Si	8.6208	4.955	20.5172	-0.0014	0.0015	0.0044
Si	0.3175	5.7765	9.3306	0.0027	0.0167	-0.0238
Si	5.0962	3.1209	17.9169	-0.0006	-0.0005	-0.0013
Si	0.8784	3.7476	16.73	-0.001	-0.0006	-0.0016
Si	10.3922	2.8436	19.2165	-0.0002	0.0004	0.0016
Si	5.2952	1.1677	10.3068	-0.002	0.0003	-0.0113
Si	0.8848	0.1768	19.8505	0.0017	-0.0019	0.0036
Si	6.6337	9.4514	10.8432	-0.0041	0.0044	-0.0104
Si	9.3408	9.6847	18.3108	0.0007	0.0009	-0.0005
Si	9.3965	9.2438	12.5426	-0.0012	0.0019	-0.0053
Si	6.5735	3.8454	22.6022	0.0006	-0.0003	0.0074
Si	2.3809	8.108	9.3669	0.0026	-0.0094	-0.0087
Si	10.5949	7.3722	17.0713	-0.0004	0.0002	-0.0012
Si	2.5138	6.2966	16.5728	0	0.0005	-0.0032
Si	10.1794	4.4977	14.1576	0.0006	-0.0014	-0.0046
Si	6.1407	9.1939	18.4958	-0.0006	0.001	-0.0015
Si	7.9767	2.5643	9.5499	-0.0009	0.0019	-0.0118
Si	8.8627	2.1711	12.4161	-0.0021	0.0026	-0.0087
Si	5.3465	6.2476	18.0509	0.0003	-0.0003	-0.0012
Si	3.926	0.5648	19.4692	-0.0009	0.0005	0.0042
Si	4.2703	3.8218	12.0109	0.0019	-0.0037	-0.0057
Si	5.5427	6.5896	12.1214	0.0003	0.0007	-0.0053
Si	8.0133	2.5004	17.1992	0.0003	-0.0006	-0.0012
Si	4.3504	2.4754	14.9412	0.0005	0.0022	-0.0059
Si	1.5268	1.2168	15.2429	-0.0011	0.0009	-0.0043
Si	1.5878	9.4211	12.0286	0.0034	-0.0021	-0.0075
Si	8.0549	6.8524	13.8433	-0.0015	-0.0007	-0.0036
Si	10.3783	9.8353	15.4681	-0.0007	0.0011	-0.0042
Si	9.8074	7.0096	22.5686	-0.0001	0.0005	0.0068
Si	8.1179	5.4861	17.4115	0.0005	-0.0005	0.001
O	6.0387	7.9474	11.283	-0.0002	-0.0036	0.0032
O	6.029	9.2146	16.8774	0	0	0.0013
O	7.6566	1.3961	13.1672	-0.0016	-0.0015	0.0035
O	0.8614	1.7583	13.8671	0.0016	-0.0007	0.0046
O	9.4417	6.25	16.8861	0.0003	0.0003	0.0003
O	6.7671	6.1945	13.1193	0.0035	0.0003	0.0029
O	5.1373	4.6592	18.585	0	0.0006	0.0003
O	9.2205	2.1459	18.2641	-0.0007	-0.0002	-0.0004
O	2.369	0.1021	19.0862	0.0002	0	-0.001
O	9.4088	10.2331	16.7494	-0.0002	-0.0003	0.0007
O	2.7803	4.4253	11.6864	-0.0016	-0.0004	0.0005
O	5.0668	10.3287	19.0921	0.0011	-0.0012	-0.0003
O	9.4105	3.2518	13.4792	0.001	0.0024	0.0027
O	0.4517	1.7672	19.9491	-0.0005	0.0005	-0.0003
O	3.1399	1.3612	15.0405	-0.0002	-0.0007	0.0012
O	8.1591	5.3866	19.0272	-0.0007	0.0004	-0.0029
O	3.8979	6.6014	17.3834	0.0006	-0.0001	0.001
O	4.56	3.2811	16.3649	0.0004	0.0002	0.0019
O	9.0686	5.6761	14.3101	0.0004	-0.0002	0.0005
O	5.4598	2.7546	22.1423	-0.0005	-0.0003	-0.0019
O	10.6856	4.1538	15.6549	0.0009	-0.0001	0.0024
O	0.3232	3.8663	18.2627	0.0007	0.0006	-0.0002
O	10.4291	10.5191	19.2046	-0.0016	-0.0006	-0.0008
O	9.6456	10.0198	14.0099	0.001	0.0002	0.0043
O	10.8977	8.1256	22.0995	0.0002	0.0003	-0.0019
O	1.1925	2.1642	16.5222	0.0001	0.0003	0.0012
O	9.7216	3.7474	20.4024	0.0012	-0.0014	-0.0012
O	8.1458	4.0348	16.6842	-0.0002	0.0003	0.0001
O	-0.0278	9.1054	11.8914	-0.0022	0.0001	0.0013
O	6.5783	2.4108	17.9748	0.0001	0.0002	0.0006
O	5.5486	10.6922	11.168	0.0016	-0.0035	0.0029
O	7.751	9.6015	18.8297	0.0001	-0.0002	0.0005
O	10.0069	1.0326	12.0533	0.0003	-0.0004	0.0008
O	1.0365	7.222	9.2474	0.0006	-0.0138	-0.0032
O	0.6174	4.7709	13.3072	-0.0028	0.001	0.0059
O	5.7103	7.6303	18.9625	-0.0001	-0.0004	0.0005
O	5.2335	5.0752	11.509	-0.0002	0.0013	0.0012
O	2.7192	6.987	15.1137	-0.0008	-0.0011	0.0029
O	0.9101	2.7265	11.4505	0	-0.0004	0.0004
O	0.8567	10.6863	15.5403	0.0001	-0.0005	0.0011
O	2.479	8.66	10.8999	-0.0037	0.0021	0.0055
O	4.698	2.4187	11.2362	-0.002	0.0051	0.0039
O	4.2494	3.4913	13.6486	-0.0003	-0.002	0.0057
O	2.1973	4.6886	16.4918	0.0003	0.0003	0.0006
O	10.7037	8.249	15.69	0.0001	-0.0007	0.0008
O	6.9361	10.2986	14.6463	-0.0004	-0.0006	0.0008
O	2.3384	8.9425	13.4209	0.0015	-0.001	0.0033
O	8.0386	1.5313	15.8803	0.0005	0.0005	0.0017
O	4.1337	6.9797	12.8597	-0.0027	0.0021	0.0033
O	4.1773	2.0144	18.7144	0.0007	0.0012	-0.0008
O	7.2882	4.4215	21.2688	0.0027	0.0014	-0.0038
O	8.4212	2.9729	11.0735	0.0031	-0.0013	0.0093
O	1.187	6.8773	17.3574	0.0001	-0.0002	0.0007
O	5.6446	1.5625	14.7692	-0.0001	-0.0005	0.0012
O	8.1192	9.7487	11.5859	0.005	-0.0013	0.0042
O	9.2109	6.2831	21.2428	-0.0014	-0.0026	-0.0036
O	8.9738	7.7099	12.8371	0	-0.0016	0.0013
O	1.6472	0.1297	11.9054	-0.0013	0.0009	0.0012
O	6.6561	6.1525	17.0527	-0.0007	0.0002	0.0003
O	7.3978	7.8069	15.0155	-0.0006	0.0014	0.0016
O	1.2042	10.2917	21.2262	-0.0001	0.0032	-0.0051
O	10.031	8.2057	18.3466	0.0002	-0.0002	0.0004
O	3.9599	0.8593	21.0803	-0.001	-0.002	-0.0059
O	0.2929	5.27	10.8698	-0.0014	0.0043	0.0143
O	6.7693	1.5005	9.7063	-0.0011	-0.0022	0.0025
O	4.7779	8.7118	14.6716	0.0015	0.001	0.0016

Results
free energy: -135250.522 eV
free energy less fixed offsets of B -154.04, O -568.88, Si -635.61 eV per atom: 3.238 eV

The program warned: the cutoff lies below the one the program advises for these potential files; the forces do not sum to zero within the program's tolerance; the exchange-correlation potential is rough where the density is thin.
